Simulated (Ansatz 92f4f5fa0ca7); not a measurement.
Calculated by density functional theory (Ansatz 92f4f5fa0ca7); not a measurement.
Periodic cell of 285 atoms, Si195O90, from a study of silicon, its oxide and their interface. The atomic structure is a simulated model.
Doubt: the cutoff is far below the 930 eV that the study's wrapper takes by default for these files, so forces and energies are approximate.

Settings
functional: PBE
potential files: Ansatz PAW
basis: plane waves
wave-function cutoff: 580 eV
density cutoff ratio: 5
exchange-correlation grid ratio: 1
k mesh: 1 x 1 x 1, Gamma-centred
self-consistency stop: 5e-08 eV per atom in the density residual
occupations: fixed
spin: none
net charge: 0

Cell vectors (angstrom)
a	11.6015	0	0
b	0	10.938	0
c	0	0	40.5078

Atoms and the computed forces on them: element, x, y, z (angstrom), force x, y, z (eV/angstrom)
Si	0	0	0.9665	0.0028	0.0183	-0.0042
Si	3.8672	0	0.9665	-0.0027	0.0277	0.0033
Si	7.7343	0	0.9665	0.0002	0.0872	0.0021
Si	1.9336	1.3673	0.9665	-0.0071	-0.0185	-0.0029
Si	5.8008	1.3673	0.9665	-0.0064	-0.0466	0.0003
Si	9.6679	1.3673	0.9665	0.0134	-0.0382	-0.0077
Si	0	5.469	0.9665	-0.0013	0.025	0.0073
Si	3.8672	5.469	0.9665	-0.0094	0.0504	-0.0061
Si	7.7343	5.469	0.9665	0.0113	0.0332	0.0026
Si	1.9336	6.8362	0.9665	-0.005	-0.0359	-0.0004
Si	5.8008	6.8362	0.9665	0.0062	-0.0901	-0.0055
Si	9.6679	6.8362	0.9665	0.0009	0.0049	0.0054
Si	1.9336	2.7345	39.5407	0.0188	0.02	0.0034
Si	5.8008	2.7345	39.5407	0.0041	0.0395	0.0001
Si	9.6679	2.7345	39.5407	-0.0047	0.0346	0.0138
Si	0	4.1018	39.5407	-0.0028	-0.0149	0.0071
Si	3.8672	4.1018	39.5407	0.008	-0.0599	-0.0108
Si	7.7343	4.1018	39.5407	0.0125	-0.0224	-0.0021
Si	1.9336	8.2035	39.5407	0.0062	0.0228	0.0146
Si	5.8008	8.2035	39.5407	-0.0062	0.1187	-0.0457
Si	9.6679	8.2035	39.5407	0.0184	-0.0366	0.0251
Si	0	9.5708	39.5407	0.0062	-0.0172	0.0136
Si	3.8672	9.5708	39.5407	-0.0008	-0.0108	0.0039
Si	7.7343	9.5708	39.5407	0.0158	-0.1012	-0.0302
Si	0	0	4.8337	-0.0106	0.0671	-0.1516
Si	3.8672	0	4.8337	0.0062	0.0791	-0.021
Si	7.7343	0	4.8337	-0.0382	0.1144	0.0937
Si	1.9336	1.3673	4.8337	0.0154	-0.0168	-0.1281
Si	5.8008	1.3673	4.8337	-0.0134	-0.029	0.0658
Si	9.6679	1.3673	4.8337	-0.0387	-0.0566	-0.05
Si	0	5.469	4.8337	-0.0201	0.0812	-0.0861
Si	3.8672	5.469	4.8337	0.024	0.1146	-0.0472
Si	7.7343	5.469	4.8337	-0.0385	0.0653	0.0048
Si	1.9336	6.8362	4.8337	0.0085	-0.0647	-0.0078
Si	5.8008	6.8362	4.8337	0.008	-0.0428	0.092
Si	9.6679	6.8362	4.8337	-0.0544	-0.0374	-0.1
Si	1.9336	2.7345	2.9001	-0.0121	-0.0039	-0.0205
Si	5.8008	2.7345	2.9001	-0.0018	0.0522	0.0137
Si	9.6679	2.7345	2.9001	-0.0015	0.0244	-0.0071
Si	0	4.1018	2.9001	-0.0028	-0.0115	-0.0199
Si	3.8672	4.1018	2.9001	-0.0011	-0.0406	-0.0028
Si	7.7343	4.1018	2.9001	-0.0072	-0.0381	0.0092
Si	1.9336	8.2035	2.9001	-0.0105	0.0329	-0.0008
Si	5.8008	8.2035	2.9001	-0.004	0.081	0.0137
Si	9.6679	8.2035	2.9001	0.0015	-0.0099	-0.0092
Si	0	9.5708	2.9001	0.0002	0.0091	-0.0288
Si	3.8672	9.5708	2.9001	-0.0092	-0.0225	-0.0003
Si	7.7343	9.5708	2.9001	-0.0018	-0.0851	0.0113
Si	0.4335	-0.1602	29.7643	0.3213	0.1497	0.1312
Si	4.4678	0.7874	30.451	0.0065	-0.1225	0.0322
Si	10.1167	1.2544	29.8172	0.2688	0.508	-0.4269
Si	2.273	1.3839	29.8839	0.1108	0.1107	0.1203
Si	5.7901	1.0012	28.5428	-0.0312	0.0665	-0.0829
Si	8.5306	-0.3867	29.5038	-0.8659	-0.2398	-0.1239
Si	-2.3948	6.1335	30.6188	0.0337	0.0693	0.0868
Si	1.3787	7.0498	29.9448	0.0167	0.1534	0.0799
Si	8.4798	6.1067	28.4353	0.004	-0.0516	0.2687
Si	3.1288	5.461	29.7343	0.1653	-0.2929	-0.6493
Si	5.6663	7.3067	29.2363	-0.167	0.0058	0.3751
Si	11.337	5.4019	30.1042	-0.33	-0.3234	-0.195
Si	1.9566	2.6798	31.8458	-0.1983	-0.1458	0.1149
Si	5.4425	2.6383	31.6642	0.4217	0.2585	0.0529
Si	9.7997	2.5693	31.8056	0.2973	-0.0858	0.0506
Si	0.0425	3.9842	31.9097	0.2021	-0.0631	0.0976
Si	3.7076	4.2002	31.7472	-0.2966	0.2381	0.0043
Si	8.1503	4.2284	31.7102	-0.6552	-0.0041	-0.2377
Si	1.9896	8.2782	31.8572	0.2404	0.2425	-0.0787
Si	5.9077	8.1652	31.5207	-0.002	-0.0439	0.022
Si	9.6716	8.1062	31.8891	0.1036	0.0876	0.0368
Si	0.0525	9.5891	31.8227	-0.1709	-0.23	0.0311
Si	4.0739	9.6685	31.7452	-0.1418	-0.0847	-0.0327
Si	7.8338	9.5271	31.6201	0.1248	0.1223	-0.011
Si	0.0425	-0.0266	33.7826	-0.084	0.1065	-0.0845
Si	3.9606	-0.0448	33.776	-0.156	0.0738	-0.0424
Si	7.7464	-0.0209	33.6212	-0.0098	0.0649	-0.1577
Si	2.0021	1.3158	33.7719	0.017	-0.1546	-0.1426
Si	5.8283	1.417	33.7096	0.0615	0.1203	-0.048
Si	9.6988	1.3043	33.7636	-0.0736	-0.057	0.0655
Si	0.0265	5.4594	33.7706	0.0381	0.1867	-0.0237
Si	3.891	5.4898	33.6968	-0.0069	0.1	0.0634
Si	7.7762	5.4229	33.7477	-0.0987	-0.1206	-0.052
Si	1.9711	6.8553	33.7527	-0.0283	-0.0313	0.0726
Si	5.8489	6.8279	33.5863	0.0698	-0.0455	-0.214
Si	9.6822	6.8222	33.8573	0.2099	0.0294	-0.1112
Si	1.9689	2.7279	35.6756	-0.0102	0.0532	-0.0301
Si	5.8198	2.7281	35.6776	0.0471	0.0565	-0.0352
Si	9.6775	2.7242	35.6683	-0.0126	0.0688	-0.0234
Si	0.0249	4.0848	35.6911	0.0354	-0.0486	-0.0634
Si	3.8986	4.1161	35.6485	-0.0141	-0.0408	0.01
Si	7.7432	4.0926	35.6915	-0.0175	-0.0426	0.0099
Si	1.9574	8.198	35.691	0.0032	0.0361	-0.0427
Si	5.8337	8.1563	35.6056	0.0274	0.1078	0.0342
Si	9.6757	8.2397	35.7201	-0.0345	-0.0234	0.0102
Si	0.0293	9.5578	35.704	-0.0125	-0.0768	-0.0733
Si	3.9058	9.5346	35.6962	0.0649	-0.0262	-0.02
Si	7.7297	9.5941	35.6264	-0.0611	-0.1106	-0.0382
Si	0	0	37.6071	0.0308	0.1054	0.0935
Si	3.8672	0	37.6071	0.09	-0.0392	0.05
Si	7.7343	0	37.6071	-0.0622	0.0622	-0.2172
Si	1.9336	1.3673	37.6071	0.058	-0.0441	0.0233
Si	5.8008	1.3673	37.6071	-0.0229	-0.0625	0.0468
Si	9.6679	1.3673	37.6071	0.0175	-0.0545	-0.0132
Si	0	5.469	37.6071	0.0209	0.0189	0.0343
Si	3.8672	5.469	37.6071	0.0237	0.0187	-0.0874
Si	7.7343	5.469	37.6071	0.0151	0.0438	0.0927
Si	1.9336	6.8362	37.6071	0.0335	-0.107	0.0968
Si	5.8008	6.8362	37.6071	0.0736	-0.1116	-0.2708
Si	9.6679	6.8362	37.6071	-0.0647	0.0065	0.1817
Si	1.9337	2.7606	6.7334	0.012	-0.0023	0.0694
Si	5.7845	2.7352	6.7795	-0.0095	0.0108	0.0267
Si	9.642	2.743	6.7522	-0.0091	0.0157	0.0258
Si	-0.0195	4.101	6.7496	-0.0283	-0.0319	0.072
Si	3.8674	4.1184	6.7645	0.0117	-0.0008	0.0161
Si	7.7112	4.1101	6.7719	0.0052	-0.0255	0.0679
Si	1.9283	8.2116	6.7582	0.0287	0.0401	0.0598
Si	5.7919	8.2079	6.7811	-0.0127	0.0489	0.0693
Si	9.6383	8.2195	6.7399	-0.0303	-0.0102	0.0415
Si	-0.0165	9.5594	6.7345	-0.0026	-0.0016	0.0574
Si	3.862	9.5756	6.7616	0.0061	-0.0128	0.036
Si	7.7137	9.5916	6.7898	-0.022	-0.0444	0.0381
Si	-0.0093	0.0337	8.6166	0.0084	0.1041	0.016
Si	3.8518	-0.0199	8.7125	0.0029	0.0746	0.0364
Si	7.6932	0.0153	8.753	-0.0567	0.1527	0.1032
Si	1.925	1.3798	8.638	0.0089	-0.1059	0.0379
Si	5.7659	1.3872	8.739	0.0477	-0.1178	0.0561
Si	9.6372	1.3812	8.6835	-0.0166	-0.0598	0.0991
Si	-0.0399	5.5078	8.6501	0.0345	0.1086	0.0664
Si	3.8677	5.4915	8.699	0.0046	0.0654	0.1334
Si	7.6883	5.4747	8.7165	-0.0785	0.1224	0.045
Si	1.9074	6.8419	8.6899	-0.0241	-0.1375	0.0894
Si	5.7947	6.8829	8.7586	0.0461	-0.1417	0.0352
Si	9.6144	6.865	8.667	0.0042	-0.0278	0.0735
Si	1.8694	2.7702	10.5361	0.0269	0.1114	-0.0603
Si	5.7664	2.6491	10.7639	0.0232	0.1597	-0.1041
Si	9.6159	2.8419	10.5587	-0.0266	0.2105	-0.0079
Si	-0.0296	4.1874	10.5932	-0.0014	-0.137	-0.1037
Si	3.8368	4.1011	10.6285	-0.0943	-0.2763	0.0036
Si	7.6505	4.1416	10.6904	0.0318	-0.1773	-0.2184
Si	1.8588	8.1557	10.6633	0.0186	0.2254	-0.2335
Si	5.8208	8.1659	10.7956	-0.0077	0.0961	-0.2182
Si	9.6148	8.3508	10.5226	0.0489	0.1732	0.0389
Si	-0.0077	9.6619	10.5507	-0.0171	-0.1689	-0.0828
Si	3.8338	9.4566	10.6084	0.0325	-0.2071	-0.0599
Si	7.6733	9.6961	10.7929	-0.0132	-0.1833	-0.2112
Si	-0.1396	0.1826	12.4091	0.1304	-0.258	0.1687
Si	3.7155	-0.1159	12.467	-0.1064	-0.39	0.1312
Si	7.8259	0.0889	12.8277	0.1769	-0.2022	0.391
Si	1.9276	1.3574	12.406	-0.0051	0.3753	0.0722
Si	5.6466	1.2062	12.7561	-0.1517	0.227	0.2611
Si	9.6005	1.5748	12.5043	0.0815	0.4255	0.1364
Si	-0.0989	5.5921	12.5012	-0.1356	-0.2202	0.1427
Si	3.7736	5.4564	12.5735	0.2329	-0.4095	0.2104
Si	7.8249	5.5179	12.6193	0.1488	-0.0889	0.2258
Si	1.8735	6.8617	12.66	-0.0998	0.3691	0.4139
Si	5.7627	6.7	12.7204	-0.1227	0.0334	0.4315
Si	9.637	6.9831	12.3884	0.0549	0.4095	0.0597
O	3.2964	10.0865	13.9179	0.0896	0.1539	-0.245
O	15.3858	-6.4238	13.9715	-0.0478	0.1802	-0.2038
O	5.0804	2.1864	14.0136	0.2235	-0.1771	-0.2988
O	9.6973	18.7661	13.8389	-0.0616	-0.0377	-0.1591
O	5.5476	7.4437	14.2047	0.1265	-0.1285	-0.5574
O	9.762	2.4195	13.9568	-0.0735	-0.0768	-0.2329
O	8.3481	15.6108	13.9919	-0.1943	0.1149	-0.3231
O	2.3146	2.3002	13.7379	-0.0407	-0.0294	-0.1732
O	-0.4935	4.7161	13.8772	0.1056	0.0347	-0.2029
O	8.4844	10.1635	14.1612	-0.3181	0.24	-0.4016
O	1.807	7.8619	14.0195	-0.0075	-0.3245	-0.4084
O	11.1586	10.092	13.6862	0.0926	-0.0076	-0.123
O	9.379	7.0446	27.4458	-0.0582	-0.0065	-0.1848
O	8.6373	4.5704	27.8519	-0.0597	-0.0435	-0.0455
O	6.7633	3.5111	31.0084	0.0927	-0.1752	0.5633
O	5.1951	8.6168	28.3641	0.0598	-0.1415	0.0843
O	6.0079	13.4401	27.8771	0.007	-0.084	0.1889
O	5.0045	0.1293	27.403	-0.0526	-0.0857	-0.0662
O	-27.5349	-21.4568	28.8229	0.3091	-0.1629	0.1861
O	6.938	-4.3237	28.4995	-0.1141	0.0549	-0.3253
O	9.8954	2.2804	28.511	0.0343	-0.1416	0.1574
O	-7.0992	6.1705	29.1928	0.0355	0.1254	0.0682
O	2.6771	4.3748	28.5554	-0.0026	0.055	0.3574
O	11.1764	-6.2889	28.6021	0.2068	-0.0585	0.1843
Si	1.2857	0.5447	24.2112	0.0601	0.1235	-0.2215
Si	2.8092	6.9689	23.6965	0.0439	-0.1769	-0.0939
Si	4.3886	5.843	17.9803	-0.1878	-0.0944	0.1468
Si	10.0287	8.5475	27.4324	-0.3427	-0.1759	-0.3554
Si	11.7836	9.2696	16.8179	0.0744	-0.1631	0.3355
Si	-0.2873	7.2653	20.5163	0.1536	-0.0435	-0.0903
Si	2.6874	1.0838	19.6189	0.0365	-0.0024	-0.0015
Si	5.1592	7.8206	15.7246	-0.0039	-0.0632	0.6091
Si	-1.4866	5.6039	22.8821	0.067	0.0076	-0.1992
Si	5.1365	9.5097	27	0.1975	0.1744	-0.3066
Si	3.6682	2.9421	14.3966	-0.194	-0.0596	0.3391
Si	0.3731	13.8748	25.7904	0.3524	0.0493	-0.3665
Si	-3.753	3.8561	21.8171	0.0091	0.0128	-0.0706
Si	8.8909	-3.658	18.6417	-0.0354	-0.0522	0.0794
Si	1.1491	4.437	23.4449	0.0387	-0.0568	-0.0943
Si	-2.4203	2.6857	19.3094	-0.0565	-0.0062	-0.0069
Si	10.0586	3.7355	27.8	0.1024	0.2587	-0.02
Si	9.7077	8.3136	24.3401	-0.163	-0.1238	-0.4197
Si	2.5118	9.0528	14.8986	-0.0057	0.059	0.3396
Si	2.4753	2.8356	28.0166	-0.1353	-0.1239	-0.0641
Si	6.6176	8.3477	24.8304	-0.1495	-0.0704	-0.1738
Si	9.7652	3.9758	14.4544	0.1195	-0.0341	0.3338
Si	6.6346	1.2743	18.3251	0.008	0.0021	-0.0067
Si	0.5268	8.7386	28.4299	0.5974	-0.184	-0.1208
Si	5.1514	3.041	26.5917	0.0727	-0.0158	-0.1705
Si	11.232	0.2676	19.3783	0.0744	-0.0346	0.0046
Si	13.8792	9.0668	25.8156	-0.0671	0.0772	-0.4558
Si	11.3042	-1.1721	22.073	0.0697	-0.0124	-0.1389
Si	5.0862	-2.6565	22.1782	0.0297	0.0072	-0.1241
Si	12.7971	6.4451	18.046	0.0256	-0.055	0.1118
Si	6.4108	6.1415	20.3516	-0.0203	0.0723	-0.0834
Si	9.8978	9.3429	14.4112	0.2131	-0.0808	0.2692
Si	5.0335	-0.6706	19.7667	-0.0349	-0.0434	-0.0243
Si	3.0523	2.2554	22.5208	-0.0843	0.0312	-0.0658
Si	4.1124	2.7719	17.4368	0.161	0.0322	0.38
Si	10.3132	-6.0694	17.392	0.1668	0.247	0.3511
Si	6.8926	9.4047	17.583	0.0183	0.0823	0.304
Si	5.8187	3.1654	23.7079	-0.0697	-0.0071	-0.0223
Si	5.2511	5.6414	25.1638	-0.0428	-0.0482	-0.191
O	10.1252	1.3966	19.0298	-0.0254	0.0199	0.0057
O	5.8695	4.7816	23.9316	-0.0055	0.0421	0.0444
O	9.4588	-4.6763	17.5016	-0.0163	-0.0864	-0.1093
O	9.8875	4.0346	16.0768	-0.1105	-0.1637	-0.4157
O	3.1714	1.517	21.0984	0.0191	0.0084	0.0365
O	4.9476	9.6019	21.24	0.0051	-0.023	0.0694
O	-1.67	3.9817	18.6973	0.0176	-0.0016	-0.0397
O	3.657	8.4198	15.8692	-0.1143	-0.0049	-0.1624
O	-2.9682	4.9715	22.7185	0.0308	0.0242	0.0726
O	-3.8299	6.5452	19.5579	-0.0107	-0.0186	0.0175
O	3.8741	9.1185	26.0681	0.0403	-0.0759	0.0694
O	0.214	1.6407	24.7953	-0.0729	0.0013	0.0756
O	1.3529	4.0172	25.0172	-0.159	-0.0564	0.1435
O	7.3356	0.035	17.5255	-0.0337	-0.07	-0.0563
O	6.2569	-2.0024	16.1749	-0.0015	-0.015	-0.258
O	10.1729	9.3138	23.141	-0.0653	-0.0334	0.1826
O	2.678	12.1834	23.7381	-0.0187	-0.0898	0.1131
O	5.4426	1.8369	17.3791	-0.0676	0.0192	-0.0775
O	1.0883	0.9157	19.654	0.0011	0.0363	0.0017
O	1.8922	3.4015	22.4323	0.0095	0.0502	0.036
O	1.6365	10.5115	25.4552	0.0074	-0.0928	0.1829
O	4.5021	2.8706	22.8279	0.0299	0.0119	0.0306
O	7.7322	13.3687	18.5946	0.0107	0.0193	0.0086
O	-0.9074	-0.3851	20.7808	-0.0486	-0.0128	0.0574
O	-7.0097	4.2487	17.865	0.0213	-0.0304	-0.092
O	8.1011	8.3443	24.245	0.0571	0.0005	0.0769
O	1.9997	8.1125	24.5221	-0.0344	0.0989	0.1942
O	7.1366	2.7814	22.8347	0.0121	0.0063	-0.0025
O	10.5206	3.5363	26.2276	-0.2541	0.0498	0.3281
O	3.6208	2.559	26.8765	-0.1401	-0.0284	0.012
O	5.6234	8.7852	23.6235	0.0429	0.0426	0.1006
O	5.9682	0.6909	19.7237	0.0345	-0.0012	0.036
O	1.5889	8.5318	27.1677	-0.104	0.0916	0.2483
O	-0.146	-0.7474	18.124	0.0103	-0.0217	-0.1154
O	12.3361	-0.2153	22.8811	0.0267	-0.0169	0.0887
O	6.2388	6.8838	25.437	0.0693	0.0214	0.1752
O	1.0869	2.5605	27.2036	-0.0602	-0.074	0.1039
O	8.9957	9.4877	28.3073	0.0649	0.1453	0.1675
O	3.6252	-3.3525	22.4255	-0.0218	0.0206	0.0382
O	5.7351	13.3667	25.1732	-0.067	0.0555	0.1581
O	8.8877	3.007	20.8838	-0.0094	0.0024	0.0637
O	5.1697	4.6748	26.4743	0.0792	0.0265	0.1142
O	-1.024	6.1755	21.4404	-0.0918	-0.0404	0.0792
O	1.4232	-1.1341	15.8803	0.124	0.0637	-0.2989
O	0.6881	-3.142	17.3059	-0.0659	0.1779	-0.1515
O	3.7746	6.1823	24.7491	0.0446	-0.0164	0.1174
O	3.5112	10.6414	19.2723	0.001	-0.0235	-0.0375
O	5.7426	9.1973	18.7497	-0.0299	0.0139	-0.1025
O	5.0739	6.2216	19.4149	0.0286	0.0006	-0.028
O	3.0372	2.2281	18.5261	0.0248	0.0372	-0.1377
O	-3.3803	-2.3816	17.9193	-0.0353	0.0084	-0.0757
O	3.41	2.8103	15.991	-0.0345	0.0355	-0.3706
O	10.1881	8.8736	25.8034	0.1007	0.0492	0.5079
O	0.3238	-5.736	17.4155	-0.0809	-0.0483	-0.0655
O	10.3847	9.2116	15.9713	-0.2202	0.0337	-0.304
O	5.2101	6.5574	16.7667	0.0845	0.0666	-0.2584
O	12.0108	-2.5079	21.4315	-0.0383	0.1026	0.0516
O	10.141	7.8432	19.531	-0.0653	0.0167	0.0513
O	0.8944	6.5632	19.6476	-0.0643	0.0314	0.0438
O	-0.4601	4.3876	23.2206	-0.0372	0.0177	0.0419
O	6.1419	7.2074	21.5576	0.009	0.0083	0.0876
O	1.7045	5.9268	23.1244	0.0428	0.0259	0.0433
O	10.1898	6.7768	24.0209	-0.01	0.0943	0.1965
O	2.7965	6.2087	17.8971	0.1074	0.0066	-0.0347
O	6.4801	-1.5562	26.0755	-0.0689	-0.0295	0.2308
O	6.6919	4.6383	20.9411	0.0174	-0.0658	0.0166

Results
free energy: -175146.123 eV
free energy less fixed offsets of O -568.88, Si -635.61 eV per atom: -2.973 eV

The program warned: the cutoff lies below the one the program advises for these potential files; the forces do not sum to zero within the program's tolerance; the exchange-correlation potential is rough where the density is thin.
